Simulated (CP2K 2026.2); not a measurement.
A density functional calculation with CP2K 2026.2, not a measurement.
Periodic cell of 507 atoms, Si352O155, from a study of silicon, its oxide and their interface. The atomic structure is a simulated model.
Doubt: the forces sum to 3.36 eV/angstrom along one axis rather than to zero, so they err by at least 0.0066 eV/angstrom per atom on average; the grid cutoff is modest.

Settings: functional PBE; method Gaussian and plane waves; basis set DZVP-MOLOPT-SR-GTH; pseudopotentials GTH-PBE; grid cutoff 350 Ry, relative cutoff 50 Ry; k points Gamma only; occupations fixed; spin none; net charge 0.

Cell vectors (angstrom)
a	15.3866	0	0
b	0	15.3866	0
c	-0.6517	1.1362	38.7816

Atoms and the computed forces on them: element, x, y, z (angstrom), force x, y, z (eV/angstrom)
Si	14.585	16.16	32.747	0.169	0.138	0.755
Si	-0.535	5.368	32.745	-0.148	-0.142	0.739
Si	14.707	8.522	32.554	-0.073	0.205	0.738
Si	14.569	13.015	32.69	0.06	-0.115	0.738
Si	3.138	1.531	32.695	0.031	-0.213	0.77
Si	3.128	4.683	32.722	0.11	0.203	0.787
Si	3.213	9.542	32.651	-0.096	0.343	0.671
Si	3.141	12.037	32.579	-0.083	-0.252	0.625
Si	7.074	1.497	32.66	-0.033	-0.173	0.72
Si	7.01	4.632	32.72	0.084	0.119	0.727
Si	7.06	9.598	32.839	-0.161	0.287	0.61
Si	6.833	12.019	32.524	0.043	-0.013	-0.02
Si	10.964	1.333	32.838	-0.149	-0.122	0.707
Si	11.004	4.483	32.64	-0.097	0.263	0.757
Si	10.677	9.666	32.731	0.286	0.21	0.613
Si	10.811	12.135	32.827	-0.143	-0.332	0.604
Si	1.198	1.155	33.957	-0.004	-0.011	-0.029
Si	1.301	5.071	34.124	-0.02	0.001	-0.029
Si	1.262	8.909	33.879	0.013	-0.034	0.001
Si	1.217	12.669	33.856	-0.017	0.047	-0.002
Si	5.107	1.158	33.927	-0.016	0.008	-0.042
Si	5.086	4.991	33.988	-0.001	0.01	-0.05
Si	5.089	8.973	33.97	0.005	-0.045	-0.069
Si	5.021	12.581	33.923	-0.079	0.029	-0.022
Si	8.949	1.185	34.03	-0.005	0.006	-0.044
Si	9.02	4.981	33.897	-0.001	0.004	-0.073
Si	8.916	9.071	34.182	0.049	-0.028	-0.014
Si	8.776	12.642	33.891	-0.019	0.028	-0.053
Si	12.806	1.106	34.21	0.015	-0.019	-0.006
Si	12.863	4.964	33.98	0.019	0.02	-0.022
Si	12.704	8.893	33.81	-0.018	-0.065	-0.009
Si	12.717	12.666	34.104	-0.022	0.012	0.009
Si	1.2	3.072	35.368	0.011	0.001	0.032
Si	1.32	7.04	35.354	-0.016	0.002	0.047
Si	1.18	10.794	35.306	-0.017	-0.005	-0.018
Si	1.265	14.587	35.278	-0.014	0.013	0.028
Si	5.093	3.065	35.356	0.004	-0.017	0.05
Si	5.098	6.978	35.26	0	-0.026	0.037
Si	5.062	10.793	35.444	0.011	0.037	0.011
Si	5.068	14.576	35.229	-0.009	0.039	0.014
Si	8.982	3.119	35.378	0.039	0.014	0.032
Si	8.958	6.957	35.252	-0.021	-0.024	0.02
Si	8.886	10.925	35.533	-0.015	0.024	0.005
Si	8.864	14.585	35.271	0.029	0.024	0.007
Si	12.865	3.1	35.431	-0.004	-0.008	0.03
Si	12.725	6.966	35.244	0.04	-0.002	0.011
Si	12.808	10.71	35.369	0.007	0.015	-0.032
Si	12.71	14.559	35.483	-0.001	0.014	0.049
Si	14.739	3.092	36.794	0.001	-0.007	0.022
Si	14.694	6.986	36.622	-0.007	-0.032	-0.03
Si	14.704	10.763	36.737	0.002	-0.018	0.029
Si	14.726	14.585	36.699	-0.003	0.016	-0.033
Si	3.156	3.069	36.696	0.012	0.003	-0.019
Si	3.221	6.981	36.707	-0.014	-0.003	0.012
Si	3.1	10.79	36.711	0.01	-0.037	0.005
Si	3.172	14.611	36.655	-0.008	0.004	-0.003
Si	7.025	3.103	36.707	0.003	0.006	-0.016
Si	7.025	6.947	36.631	0.007	0.026	-0.012
Si	6.958	10.824	36.824	0.007	-0.008	0.048
Si	6.964	14.611	36.656	-0.015	0.016	-0.007
Si	10.895	3.107	36.734	-0.019	-0.001	-0.008
Si	10.847	6.951	36.669	0.017	0.006	-0.011
Si	10.882	10.817	36.754	0.004	0.031	-0.007
Si	10.753	14.6	36.737	0.021	-0.013	0.004
Si	14.715	1.128	38.077	-0.002	-0.005	0.012
Si	14.714	5.071	38.047	0.006	0.014	0.004
Si	14.7	8.842	38.075	0.013	-0.003	-0.011
Si	14.707	12.694	38.087	-0.013	0.008	0
Si	3.165	1.144	38.045	-0.008	-0.004	0.009
Si	3.171	5.023	38.034	-0.002	-0.002	0.008
Si	3.164	8.877	38.085	0.005	0.011	0.014
Si	3.142	12.716	38.061	0.013	-0.001	0.008
Si	7.002	1.157	38.035	0.002	-0.017	-0.005
Si	7.006	5.041	38.04	0.009	-0.007	0.001
Si	7.007	8.84	38.069	0.001	0.006	0.003
Si	6.97	12.756	38.119	0.015	-0.006	0.015
Si	10.833	1.163	38.067	-0.004	-0.003	0.01
Si	10.863	5.042	38.063	-0.003	-0.004	0.012
Si	10.84	8.861	38.061	-0.008	-0.005	-0.001
Si	10.853	12.717	38.127	-0.018	-0.014	0.007
Si	1.893	15.441	11.581	0.014	0.002	-0.009
Si	1.873	3.847	11.544	-0.012	0.014	-0.007
Si	1.882	7.721	11.565	-0.003	-0.008	-0.018
Si	1.898	11.552	11.532	0.009	0.01	-0.009
Si	5.736	15.465	11.557	0.01	-0.001	-0.006
Si	5.708	3.902	11.551	-0.009	-0.006	0.002
Si	5.714	7.742	11.555	-0.002	-0.005	-0.007
Si	5.729	11.578	11.538	0.003	0.002	-0.003
Si	9.604	15.447	11.536	0.006	-0.016	-0.012
Si	9.556	3.864	11.521	-0.01	0.002	-0.002
Si	9.555	7.767	11.509	0.001	-0.008	-0.006
Si	9.595	11.562	11.518	-0.001	0.014	-0.011
Si	13.459	15.413	11.581	-0.004	0.006	-0.008
Si	13.411	3.865	11.529	0.003	0.004	-0.003
Si	13.437	7.747	11.528	-0.003	0.003	-0.007
Si	13.435	11.574	11.559	-0.004	0.002	0
Si	1.887	1.971	12.987	-0.002	-0.03	0.005
Si	1.849	5.763	12.884	-0.004	-0.007	0.01
Si	1.902	9.649	12.931	-0.002	-0.01	0.014
Si	1.913	13.476	12.871	0.004	-0.002	0.012
Si	5.674	2.006	12.94	-0.009	-0.007	-0.004
Si	5.691	5.821	12.921	-0.009	0.026	0.009
Si	5.692	9.663	12.922	0.004	0.023	-0.003
Si	5.806	13.518	12.868	-0.013	0.011	0.005
Si	9.58	1.966	12.927	0.004	-0.005	0.042
Si	9.474	5.823	12.807	-0.006	0.011	-0.024
Si	9.568	9.664	12.914	0.001	-0.012	0.033
Si	9.681	13.495	12.841	0.015	-0.002	-0.019
Si	13.471	1.963	12.928	-0.001	-0.002	-0.007
Si	13.372	5.807	12.845	-0.003	0.005	-0.009
Si	13.467	9.653	12.922	-0.004	-0.002	-0.01
Si	13.452	13.481	12.95	0.005	0.005	0.025
Si	-0.028	1.976	14.372	-0.033	-0.013	-0.015
Si	-0.102	5.747	14.199	-0.005	-0.013	-0.033
Si	0.005	9.649	14.317	-0.04	0.01	-0.008
Si	0.024	13.433	14.273	0.014	-0.002	-0.05
Si	3.786	2.019	14.402	0.042	0.003	-0.017
Si	3.75	5.765	14.271	-0.009	-0.015	-0.03
Si	3.792	9.621	14.344	0.044	0.008	-0.014
Si	3.866	13.508	14.176	0.012	0	-0.055
Si	7.609	2.021	14.252	-0.005	-0.014	-0.047
Si	7.623	5.861	14.267	0.002	0.002	-0.013
Si	7.615	9.697	14.264	-0.001	0.026	-0.052
Si	7.79	13.523	14.169	0.008	0.001	-0.041
Si	11.548	1.927	14.26	-0.002	0.015	-0.047
Si	11.381	5.838	14.106	0.004	-0.012	-0.023
Si	11.528	9.657	14.244	-0.001	-0.009	-0.044
Si	11.521	13.483	14.324	-0.011	-0.013	-0.021
Si	0.006	15.358	15.625	0.01	-0.001	0.046
Si	-0.08	3.933	15.731	0.006	-0.01	0.091
Si	-0.076	7.654	15.551	-0.019	0.01	0.043
Si	0.095	11.543	15.735	0.018	0.011	0.052
Si	3.847	15.38	15.602	0.015	-0.003	0.041
Si	3.732	3.962	15.827	-0.014	-0.034	0.066
Si	3.657	7.64	15.675	-0.012	0.016	0.062
Si	3.931	11.627	15.577	0.015	-0.012	0.04
Si	7.733	15.434	15.513	-0.008	0.016	0.018
Si	7.592	3.947	15.636	-0.003	-0.008	0.031
Si	7.52	7.79	15.646	-0.036	0.01	0.015
Si	7.809	11.653	15.577	0.018	-0.021	0.027
Si	11.549	15.417	15.703	0.011	0	0.065
Si	11.434	3.945	15.446	-0.01	-0.035	0.021
Si	11.362	7.698	15.521	-0.023	0.029	-0.007
Si	11.62	11.526	15.68	0.036	0.006	0.025
Si	1.934	15.089	16.927	0.062	0.124	-0.787
Si	1.773	4.645	17.061	0.021	0.301	-0.72
Si	1.717	7.152	16.986	0.059	-0.399	-0.571
Si	2.095	11.967	16.968	-0.085	-0.178	-0.798
Si	5.839	15.027	16.796	-0.093	0.075	-0.796
Si	5.747	4.236	17.09	-0.125	-0.232	-0.817
Si	5.578	7.365	16.979	0.088	0.142	-0.852
Si	5.896	11.933	16.846	-0.045	-0.126	-0.794
Si	9.571	0.518	16.905	0.11	-0.241	-0.776
Si	9.578	3.686	16.844	-0.074	0.192	-0.777
Si	9.465	8.108	16.896	0.042	-0.172	-0.791
Si	9.693	11.257	16.972	-0.024	0.194	-0.74
Si	13.515	14.959	16.963	-0.087	0.184	-0.808
Si	13.245	4.309	16.841	0.189	-0.261	-0.801
Si	13.31	7.395	16.732	0.059	0.132	-0.836
Si	13.55	11.793	17.056	0.002	-0.249	-0.792
Si	9.212	1.873	21.939	-0.002	-0.056	-0.004
Si	2.332	13.736	21.17	0.094	-0.116	-0.151
Si	5.149	2.656	23.939	-0.005	-0.035	0.105
Si	12.964	15.778	19.805	-0.043	-0.035	-0.239
Si	3.402	13.586	24.098	0.09	-0.021	0.018
Si	1.047	8.494	19.867	-0.061	-0.003	-0.284
Si	3.383	16.124	29.702	-0.085	0.054	0.192
Si	0.987	3.465	19.923	0.145	0.098	-0.183
Si	5.611	1.824	19.064	0.032	0.064	-0.153
Si	9.72	5.932	19.109	0.028	-0.045	-0.182
Si	9.591	12.207	19.958	0.056	-0.084	-0.209
Si	2.89	10.883	19.84	-0.026	0.095	-0.18
Si	13.281	3.23	19.691	-0.035	0.145	-0.124
Si	13.491	9.448	19.143	0.106	0.164	-0.094
Si	13.788	12.542	23.891	-0.089	0.059	0.108
Si	8.522	9.876	26.134	0.008	0.015	0.02
Si	10.038	15.069	19.821	0.011	0.083	-0.126
Si	11.014	9.901	21.084	-0.053	0.037	-0.169
Si	11.081	2.151	24.474	0.016	0.048	0.109
Si	7.332	10.97	23.713	-0.027	0.006	0.012
Si	0.763	3.197	25.49	0.031	-0.06	0.133
Si	13.728	6.809	23.068	-0.025	0.006	-0.048
Si	2.948	4.899	24.067	0.079	-0.04	-0.144
Si	2.652	1.029	19.631	-0.108	-0.117	-0.106
Si	6.391	12.301	30.093	-0.087	-0.016	0.672
Si	5.448	6.381	28.565	-0.07	0.056	0.194
Si	9.27	3.952	26.38	0.116	-0.072	0.05
Si	4.294	10.878	28.381	0.15	0.006	0.192
Si	9.097	4.917	21.73	0.083	0.055	-0.057
Si	7.241	4.995	24.229	-0.04	0.004	-0.024
Si	11.892	5.611	21.058	-0.131	-0.033	-0.138
Si	6.434	0.876	21.912	0.004	0	-0.143
Si	12.734	13.728	28.226	-0.076	-0.143	0.154
Si	0.16	15.752	24.623	-0.049	-0.03	-0.034
Si	5.64	9.685	25.788	0.06	0.004	0.128
Si	11.262	8.759	26.506	-0.043	0.052	0.106
Si	1.484	3.036	28.604	0.113	0.042	0.179
Si	13.216	4.336	24.995	-0.064	0.112	-0.074
Si	12.561	9.589	23.763	0.022	-0.132	-0.127
Si	12.697	15.044	25.418	0.035	-0.125	-0.047
Si	8.782	8.603	30.554	-0.011	0.102	0.212
Si	0.997	13.023	25.588	-0.013	0.021	0.092
Si	11.655	5.749	27.184	-0.042	0.027	0.073
Si	5.659	9.697	19.081	-0.04	0.094	-0.119
Si	11.771	10.921	28.743	0.058	-0.009	-0.023
Si	8.846	10.994	28.791	-0.139	-0.09	0.097
Si	9.284	3.205	29.176	-0.081	-0.027	-0.018
Si	6.219	13.728	23.402	0.02	0.034	-0.006
Si	0.095	12.533	28.542	-0.101	-0.016	0.015
Si	11.846	4.512	29.801	-0.061	0.04	0.25
Si	14.564	3.127	30.631	0.004	0.06	0.241
Si	8.255	15.822	30.059	-0.029	0.039	0.145
Si	2.766	13.131	29.605	0.142	-0.119	0.301
Si	2.956	5.564	29.727	-0.004	-0.045	0.128
Si	5.046	6.773	25.438	0.108	0.045	0.023
Si	14.213	10.746	30.43	0.103	-0.05	0.204
Si	3.579	8.341	29.677	0.023	-0.05	0.133
Si	5.865	15.108	28.629	0.024	-0.145	0.1
Si	8.052	9.955	20.897	0.194	0.024	-0.087
Si	7.88	5.791	30.141	-0.053	-0.006	0.168
Si	5.202	15.487	25.526	0.074	0.014	0.103
Si	10.849	14.4	30.673	-0.034	0.036	0.145
Si	1.135	5.999	21.845	-0.077	0.024	-0.144
Si	14.901	14.357	21.854	0.029	0.024	0.024
Si	1.902	15.4	0.647	0.001	0	-0.007
Si	1.902	3.906	0.628	-0.004	-0.008	-0.006
Si	1.889	7.708	0.656	0.001	0.009	0.011
Si	1.889	11.574	0.662	0.004	-0.028	0
Si	5.737	0.029	0.631	-0.007	0.014	-0.007
Si	5.737	3.89	0.63	-0.005	-0.009	-0.011
Si	5.74	7.728	0.658	-0.009	0.027	0.006
Si	5.7	11.594	0.673	0.003	-0.016	0.009
Si	9.565	0.032	0.644	0.005	0.007	-0.007
Si	9.579	3.896	0.632	0.005	-0.007	-0.006
Si	9.577	7.717	0.653	-0.003	0.023	0.011
Si	9.564	11.576	0.675	0.003	-0.019	0.011
Si	13.424	15.399	0.637	0.002	-0.009	-0.003
Si	13.442	3.905	0.637	-0.009	0	-0.01
Si	13.419	7.722	0.643	0.008	0.036	0.006
Si	13.439	11.592	0.675	-0.003	-0.006	0.008
Si	1.891	1.964	1.98	0	0.001	-0.009
Si	1.897	5.8	2.023	0	0	0.001
Si	1.888	9.642	2.011	0.01	0.001	0.001
Si	1.89	13.494	2.024	-0.007	0.005	0.008
Si	5.737	1.961	1.989	-0.006	-0.002	0
Si	5.728	5.802	2.011	-0.008	0.004	0.005
Si	5.735	9.656	2.017	0.018	0.001	0.005
Si	5.722	13.514	2.024	-0.006	-0.007	0.001
Si	9.572	1.966	1.994	-0.009	-0.001	0
Si	9.58	5.801	2.016	-0.001	-0.004	0
Si	9.568	9.644	2.019	-0.007	0.007	0.008
Si	9.579	13.505	2.022	0.01	-0.005	0
Si	13.431	1.959	1.98	-0.007	0.002	-0.011
Si	13.427	5.81	2.018	0.002	-0.006	-0.001
Si	13.424	9.649	2.009	-0.004	0.004	0.001
Si	13.43	13.506	2.033	0.018	0	0.01
Si	-0.034	1.96	3.35	0.003	-0.005	-0.003
Si	-0.034	5.805	3.373	0.012	0.002	0
Si	-0.038	9.65	3.372	0	0.001	-0.003
Si	-0.031	13.504	3.384	-0.004	0.007	0.005
Si	3.81	1.963	3.353	0.007	0.005	0.002
Si	3.814	5.803	3.382	-0.004	0.002	0.005
Si	3.809	9.648	3.376	0.004	-0.009	-0.003
Si	3.806	13.506	3.386	-0.004	0.002	-0.003
Si	7.654	1.964	3.365	0.003	0.002	-0.001
Si	7.653	5.804	3.371	0.006	0.005	0.002
Si	7.652	9.655	3.386	-0.002	-0.003	0.004
Si	7.652	13.503	3.377	-0.003	-0.007	-0.004
Si	11.505	1.962	3.351	-0.005	-0.002	-0.002
Si	11.503	5.804	3.376	0	0.006	-0.003
Si	11.5	9.652	3.373	-0.006	-0.002	-0.002
Si	11.501	13.503	3.382	-0.001	-0.001	-0.002
Si	-0.033	15.433	4.731	0.008	-0.01	0.001
Si	-0.037	3.877	4.726	-0.011	0.011	-0.004
Si	-0.036	7.728	4.734	0.002	-0.006	-0.006
Si	-0.036	11.575	4.736	0.004	0.01	-0.003
Si	3.806	15.434	4.732	-0.009	-0.008	-0.004
Si	3.81	3.876	4.732	-0.001	0.004	0
Si	3.809	7.728	4.74	0.005	-0.002	0
Si	3.81	11.577	4.736	0.008	0.005	-0.009
Si	7.656	15.428	4.733	-0.002	-0.007	-0.007
Si	7.654	3.882	4.735	-0.01	0.002	-0.001
Si	7.651	7.725	4.737	-0.009	-0.002	0
Si	7.655	11.583	4.742	0.005	0.001	0.001
Si	11.503	15.431	4.731	0.006	-0.011	-0.002
Si	11.504	3.878	4.73	0.001	0.008	-0.003
Si	11.501	7.728	4.736	0.001	-0.005	-0.003
Si	11.502	11.577	4.739	0.001	0.006	0.002
Si	1.886	15.43	6.097	-0.003	0.011	0.006
Si	1.885	3.879	6.092	0.008	-0.007	0.004
Si	1.884	7.73	6.098	0.002	0.003	0.004
Si	1.888	11.579	6.098	0	-0.005	-0.001
Si	5.73	15.426	6.091	-0.005	0.004	-0.002
Si	5.73	3.882	6.097	0.003	-0.003	0.007
Si	5.73	7.725	6.1	0.005	0.002	0.008
Si	5.729	11.584	6.1	-0.01	-0.004	0.001
Si	9.58	15.425	6.095	-0.008	0.008	0.001
Si	9.58	3.884	6.095	0.008	-0.007	0.001
Si	9.576	7.728	6.097	0.003	0.004	0.002
Si	9.58	11.586	6.103	-0.009	-0.005	0.005
Si	13.429	15.424	6.091	-0.003	0.012	0.003
Si	13.428	3.882	6.091	0.008	-0.011	0
Si	13.427	7.724	6.093	0.006	0.005	-0.002
Si	13.429	11.58	6.098	0	-0.008	0.003
Si	1.885	1.961	7.462	-0.003	-0.002	0.003
Si	1.882	5.803	7.455	-0.006	0.007	0.002
Si	1.886	9.656	7.457	0.003	0.005	-0.001
Si	1.888	13.505	7.458	0.005	0.002	-0.004
Si	5.727	1.957	7.454	0.004	-0.012	-0.003
Si	5.725	5.804	7.464	-0.01	0	0.004
Si	5.726	9.655	7.449	0.007	-0.001	-0.001
Si	5.732	13.509	7.464	-0.003	0.001	-0.005
Si	9.58	1.96	7.455	-0.001	0	-0.001
Si	9.575	5.807	7.464	-0.001	0	0.002
Si	9.577	9.656	7.453	-0.001	-0.006	0.002
Si	9.584	13.509	7.472	0.006	0	0.004
Si	13.43	1.959	7.45	-0.003	0.006	-0.001
Si	13.425	5.804	7.46	0	0.003	-0.004
Si	13.433	9.65	7.448	-0.003	-0.01	0
Si	13.433	13.505	7.464	0.008	0.004	0.005
Si	-0.041	1.952	8.819	-0.008	0.006	0
Si	-0.036	5.801	8.823	0.011	-0.005	-0.003
Si	-0.036	9.654	8.816	-0.002	0.001	-0.005
Si	-0.027	13.503	8.83	0.005	0	-0.003
Si	3.809	1.96	8.821	0.007	0.002	-0.001
Si	3.798	5.807	8.825	0.004	-0.006	0
Si	3.809	9.651	8.817	0.003	0.004	-0.003
Si	3.807	13.513	8.827	-0.01	-0.002	-0.007
Si	7.651	1.959	8.807	-0.001	-0.002	-0.003
Si	7.647	5.807	8.828	0.007	-0.002	0.003
Si	7.647	9.662	8.803	-0.008	0.001	-0.002
Si	7.653	13.512	8.832	-0.02	0	0.004
Si	11.509	1.958	8.808	0.004	-0.002	-0.003
Si	11.501	5.81	8.824	0.017	-0.001	-0.002
Si	11.509	9.653	8.801	0.005	0	-0.003
Si	11.514	13.508	8.834	-0.013	0.002	0.009
Si	-0.021	15.426	10.198	0.002	-0.003	0.007
Si	-0.046	3.87	10.178	0	0.006	0
Si	-0.027	7.732	10.177	0.002	-0.009	0.002
Si	-0.034	11.572	10.185	0.002	-0.003	0.003
Si	3.809	15.435	10.199	-0.007	-0.008	0.008
Si	3.795	3.88	10.182	0.003	0.01	-0.002
Si	3.797	7.733	10.188	0.005	-0.006	0.002
Si	3.814	11.578	10.169	-0.006	0.008	0
Si	7.663	15.444	10.191	-0.002	-0.003	0.001
Si	7.629	3.869	10.176	0.012	0.008	0
Si	7.628	7.75	10.169	0.013	-0.006	-0.003
Si	7.656	11.574	10.177	0.001	0	0.004
Si	11.536	15.441	10.194	-0.007	-0.002	0.009
Si	11.489	3.874	10.17	0.004	0.008	0
Si	11.502	7.745	10.176	0.003	-0.01	-0.003
Si	11.523	11.564	10.173	-0.014	-0.003	0.002
O	13.642	15.826	18.334	0.137	0.55	0.312
O	12.558	1.895	20.215	-0.345	-0.032	0.582
O	2.436	5.701	22.757	0.458	0.371	-0.189
O	1.716	4.048	18.594	0.472	-0.049	0.463
O	1.338	7.241	20.838	0.401	-0.024	0.181
O	1.961	13.531	17.454	-0.149	-0.029	0.446
O	1.909	0.685	18.228	-0.238	0.482	0.129
O	9.022	1.834	29.949	0.151	0.057	0.251
O	6.004	0.668	18.027	0.456	0.151	0.09
O	5.942	3.284	18.42	0.025	-0.009	0.667
O	5.746	5.823	17.549	0.242	-0.003	0.545
O	7.075	9.186	26.372	0.05	-0.657	0.321
O	5.318	8.365	18.237	-0.175	0.019	0.427
O	6.07	10.911	18.097	0.357	-0.074	0.216
O	5.826	13.488	17.387	0.091	0.088	0.589
O	9.423	15.156	18.333	-0.141	-0.354	0.345
O	8.573	9.449	29.198	-0.23	-0.261	-0.296
O	9.595	2.112	17.296	0.217	0.082	0.473
O	9.651	4.61	18.182	-0.029	0.068	0.328
O	9.329	7.226	18.252	-0.02	-0.065	0.518
O	9.571	9.67	17.401	-0.208	-0.126	0.437
O	8.217	11.453	20.313	-0.633	0.318	0.251
O	14.867	3.023	19.603	0.092	-0.176	-0.198
O	6.978	6.004	28.836	0.151	-0.17	-0.475
O	10.171	5.194	26.889	-0.455	0.378	0.034
O	12.797	3.497	18.177	-0.573	-0.133	0.109
O	13.363	5.871	17.322	0.356	0.179	0.43
O	9.527	9.234	20.834	0.035	-0.451	0.146
O	9.448	13.721	20.467	-0.268	0.046	0.492
O	13.488	13.386	17.451	-0.177	0.066	0.323
O	11.276	5.164	31.176	-0.1	0.774	-0.051
O	12.324	3.174	24.307	0.246	0.169	-0.486
O	6.396	3.671	23.879	0.245	-0.009	-0.24
O	6.904	9.255	20.013	0.136	-0.623	-0.042
O	8.194	5.376	22.978	-0.163	0.39	0.137
O	4.034	1.787	19.335	-0.133	0.172	-0.137
O	3.744	5.979	24.947	-0.195	0.073	0.178
O	2.611	1.929	28.95	0.004	0.188	-0.176
O	11.794	7.257	26.656	0.157	0.104	-0.402
O	12.792	6.75	21.744	0.053	0.481	-0.402
O	6.307	6.274	24.55	0.323	0.351	-0.155
O	8.1	4.625	25.527	0.013	-0.01	0.093
O	7.402	15.577	28.718	0.163	-0.053	-0.689
O	5.958	10.589	24.487	-0.491	0.212	-0.29
O	10.967	2.877	32.278	0.078	0.013	-0.284
O	5.785	13.681	29.441	-0.317	0.129	0.115
O	4.966	16.223	29.396	0.404	0.706	-0.016
O	10.874	3.413	29.127	0.356	-0.323	-0.282
O	14.054	13.101	22.401	-0.111	-0.223	-0.353
O	4.811	8.373	25.335	-0.686	-0.074	-0.228
O	10.361	1.954	23.052	0.391	-0.041	-0.128
O	-0.432	11.065	29.021	0.238	-0.435	-0.346
O	0.159	2.706	29.444	-0.094	-0.335	-0.181
O	9.671	0.964	20.697	-0.192	0.097	-0.262
O	7.862	12.052	29.474	0.585	0.491	0.017
O	11.638	14.878	19.738	0.109	-0.711	-0.02
O	14.401	12.025	31.406	0.137	0.002	-0.316
O	8.685	4.414	30.044	0.064	-0.069	0.365
O	3.417	12.231	28.426	-0.032	0.111	-0.466
O	4.453	5.257	29.18	0.274	-0.597	0.041
O	14.317	13.659	28.565	0.136	0.463	0.033
O	1.697	4.353	24.899	-0.033	0.18	0.231
O	10.677	5.173	22.048	-0.073	-0.017	0.756
O	1.178	12.923	29.664	-0.141	0.075	0.25
O	11.686	9.623	27.801	0.009	-0.26	0.229
O	4.802	12.952	23.596	0.042	-0.692	0.017
O	11.888	14.345	29.448	0.261	0.446	0.065
O	11.209	15.661	31.621	0.128	-0.09	-0.112
O	12.456	14.675	26.966	-0.272	0.23	0.135
O	3.319	9.644	28.768	-0.545	0.095	-0.118
O	2.57	7.106	29.346	-0.471	0.087	-0.249
O	8.572	10.581	24.68	0.454	0	-0.312
O	6.989	3.072	32.181	-0.134	0.08	-0.52
O	12.335	12.186	27.906	0.301	-0.128	-0.272
O	13.24	11.046	23.751	0.184	0.03	0.048
O	14.747	9.406	31.168	0.343	-0.099	-0.339
O	5.234	1.624	22.698	-0.375	-0.217	-0.289
O	-0.205	4.328	31.526	0.621	0.135	-0.012
O	12.89	4.394	20.721	0.352	-0.15	0.285
O	9.655	8.753	26.327	-0.259	-0.595	-0.036
O	3.789	14.899	24.977	-0.623	0.474	0.298
O	2.966	5.525	31.343	0.056	0.501	0.111
O	11.886	9.435	25.203	-0.005	0.464	-0.037
O	9.817	12.131	18.348	0.09	0.49	0.086
O	8.669	3.201	27.686	-0.323	-0.246	-0.376
O	14.061	15.891	25.24	-0.079	0.293	0.28
O	7.266	15.904	31.354	-0.382	-0.616	0.015
O	12.673	4.752	26.449	0.224	-0.251	0.322
O	5.412	15.079	27.079	0.063	-0.276	-0.238
O	8.729	11.084	27.19	-0.006	0.494	-0.263
O	14.574	14.597	32.208	0.182	0.087	-0.167
O	8.733	5.753	20.384	-0.67	0.078	0.114
O	14.336	1.791	31.504	-0.121	-0.108	-0.209
O	13.986	15.237	20.894	0.248	0.063	0.128
O	1.127	2.991	27.045	-0.017	-0.005	-0.051
O	14.749	6.915	32.167	0.143	0.095	-0.602
O	3.413	8.786	31.213	-0.071	-0.329	-0.373
O	11.52	16.049	24.951	-0.243	-0.278	0.031
O	0.735	13.788	20.967	-0.098	-0.318	-0.626
O	3.116	3.111	32.267	0.094	-0.09	-0.453
O	5.452	11.076	29.524	0.064	-0.48	0.205
O	8.908	7.026	30.263	0.301	-0.037	-0.328
O	13.199	3.697	30.037	-0.133	-0.092	-0.202
O	0.932	1.776	24.727	0.59	-0.205	-0.216
O	2.882	12.304	20.629	0.422	0.133	0.035
O	1.881	9.766	20.428	-0.085	-0.17	0.544
O	6.936	5.663	31.452	-0.532	0.404	-0.073
O	3.344	12.709	31.071	0.036	0.161	-0.187
O	2.604	13.938	22.745	-0.113	0.017	0.228
O	13.175	8.401	17.978	-0.064	-0.024	0.247
O	2.959	15.027	20.406	0.576	0.05	0.228
O	12.006	5.735	28.762	0.114	0.36	0.286
O	7.867	1.236	22.57	0.034	0.08	0.626
O	13.604	8.348	23.58	0.508	0.13	0.279
O	7.431	8.853	31.418	-0.373	-0.083	-0.245
O	10.962	12.992	31.439	0.022	-0.224	-0.208
O	8.878	3.356	21.404	-0.319	-0.03	-0.625
O	0.931	14.642	25.517	0.389	0.338	0.252
O	10.161	9.082	31.269	0.21	-0.049	-0.198
O	2.461	12.614	25.004	0.382	-0.535	-0.034
O	0.04	15.277	23.08	0.173	0.483	0.09
O	5.275	6.432	26.984	0.02	-0.155	-0.248
O	12.798	13.622	24.617	-0.329	-0.117	0.098
O	9.317	14.619	30.202	-0.21	-0.287	-0.244
O	11.227	6.135	19.678	0.214	0.271	-0.464
O	5.071	7.787	29.303	0.325	0.234	0.072
O	11.431	9.583	22.606	-0.413	-0.324	0.089
O	3.84	3.581	23.759	-0.124	-0.098	-0.089
O	-0.193	12.43	24.68	0.161	-0.344	-0.194
O	3.096	16.105	31.289	-0.322	-0.242	-0.096
O	7.334	12.557	23.361	0.29	0.271	-0.242
O	10.323	11.374	29.271	0.059	0.335	0.638
O	5.186	1.718	25.285	0.066	0.267	0.381
O	10.806	11.483	20.76	0.474	0.233	0.32
O	4.891	10.589	26.906	-0.068	0.363	-0.302
O	1.961	4.516	29.044	-0.054	0.306	-0.193
O	13.197	5.69	24.107	-0.362	-0.088	0.296
O	14.874	8.975	19.852	-0.03	-0.168	0.171
O	13.609	10.922	18.448	0.248	0.088	0.368
O	2.387	11.106	18.315	-0.034	-0.266	0.037
O	-0.132	6.399	22.76	0.179	-0.084	0.18
O	1.54	8.007	18.391	0.184	0.144	0.11
O	6.235	14.649	22.052	-0.321	-0.115	-0.343
O	6.383	14.756	24.662	0.558	-0.011	0.068
O	10.064	2.838	25.527	0.045	-0.309	-0.039
O	12.229	9.396	20.146	-0.064	-0.288	0.382
O	6.43	1.458	20.403	0.166	0.019	0.22
O	2.961	14.666	29.166	-0.214	0.011	-0.56
O	0.899	4.625	21.029	0.045	0.014	0.192
O	0.779	12.467	27.084	0.178	-0.23	-0.162
O	1.746	2.118	20.424	-0.13	0.025	0.591
O	4.374	10.23	19.904	-0.009	0.159	0.56
O	14.663	3.721	25.245	-0.026	0.06	0.053
O	12.648	10.574	30.061	-0.26	-0.344	0.464
O	7.494	10.06	22.399	-0.336	-0.365	0.296

Results
total energy: -105617.169 eV
total energy less fixed offsets of O -438.35, Si -107.03 eV per atom: 1.641 eV
